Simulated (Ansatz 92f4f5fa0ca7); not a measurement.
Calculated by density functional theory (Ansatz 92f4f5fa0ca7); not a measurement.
Periodic cell of 273 atoms, Si166O106P1, from a study of silicon, its oxide and their interface. The atomic structure is a simulated model.
Doubt: the cutoff is far below the 930 eV that the study's wrapper takes by default for these files, so forces and energies are approximate.
This geometry differs little from another in the collection (a relaxation step or a small displacement).

Settings: functional PBE; potential files Ansatz PAW; basis plane waves; wave-function cutoff 580 eV; density cutoff ratio 5; exchange-correlation grid ratio 1; k mesh 1 x 1 x 1, Gamma-centred; self-consistency stop 5e-08 eV per atom in the density residual; occupations fixed; spin none; net charge +1 e, with a uniform compensating background and no finite-size correction.

Cell vectors (angstrom)
a, 11.6015, 0, 0
b, 0, 13.3963, 0
c, 0, 0, 29.8085

Atoms: element, x, y, z (angstrom)
Si, 11.5525, 0.1795, 22.9005
Si, 3.9199, 0.1537, 23.0169
Si, 7.6647, 0.1203, 23.1325
Si, 2.0716, 3.4581, 22.8742
Si, 5.9034, 3.6923, 22.9878
Si, 9.7604, 3.5356, 23.0195
Si, 11.6643, 6.8594, 23.0591
Si, 3.9581, 7.0396, 23.187
Si, 7.7965, 6.8887, 23.2371
Si, 2.042, 10.2333, 23.2496
Si, 5.8601, 10.0913, 23.3072
Si, 9.844, 10.0804, 23.2276
Si, 11.6993, 2.3862, 23.7401
Si, 4.0025, 2.4053, 23.7338
Si, 7.7861, 2.4158, 23.757
Si, 2.0331, 5.7096, 23.6935
Si, 5.8365, 5.8143, 23.9821
Si, 9.7411, 5.7271, 23.8912
Si, 11.7576, 9.0203, 24.0233
Si, 3.9096, 9.1323, 24.2034
Si, 7.8516, 9.0792, 24.0366
Si, 1.9197, 12.5049, 23.791
Si, 5.7761, 12.3717, 23.9227
Si, 9.6797, 12.394, 23.7667
Si, 11.6479, 2.2971, 26.153
Si, 3.9211, 2.3092, 26.1428
Si, 7.7531, 2.3214, 26.1647
Si, 1.9804, 5.6317, 26.1361
Si, 5.8233, 5.6804, 26.3237
Si, 9.7067, 5.6375, 26.2595
Si, 11.6729, 8.9633, 26.3538
Si, 3.8922, 9.0128, 26.5022
Si, 7.7915, 8.9945, 26.3696
Si, 1.9371, 12.3776, 26.1921
Si, 5.7958, 12.3289, 26.2829
Si, 9.6856, 12.3443, 26.167
Si, 1.9792, 1.1939, 26.9832
Si, 5.8271, 1.1852, 27.0019
Si, 9.6888, 1.1834, 26.959
Si, 11.6521, 4.5111, 26.9904
Si, 3.889, 4.5105, 27.0002
Si, 7.7553, 4.5218, 27.0417
Si, 1.9688, 7.8058, 27.116
Si, 5.8535, 7.8855, 27.1654
Si, 9.7195, 7.8481, 27.0914
Si, 11.6175, 11.2358, 27.005
Si, 3.8505, 11.2747, 27.1112
Si, 7.7643, 11.2435, 27.0431
Si, 1.9519, 1.1169, 29.3732
Si, 5.7953, 1.1265, 29.3936
Si, 9.6531, 1.1273, 29.3605
Si, 0.0137, 4.4561, 29.3837
Si, 3.8724, 4.4504, 29.3708
Si, 7.7206, 4.469, 29.4145
Si, 1.9419, 7.777, 29.4688
Si, 5.8314, 7.8331, 29.5171
Si, 9.6866, 7.7996, 29.4411
Si, 0.0037, 11.1742, 29.3729
Si, 3.8623, 11.2038, 29.4656
Si, 7.7575, 11.1837, 29.3999
Si, -0.0084, 0.0068, 0.3331
Si, 3.8723, 0.0163, 0.4485
Si, 7.7173, -0.0034, 0.3843
Si, 1.9488, 3.3309, 0.3563
Si, 5.7861, 3.3384, 0.415
Si, 9.6543, 3.3527, 0.3627
Si, -0.0035, 6.6683, 0.42
Si, 3.889, 6.6592, 0.3944
Si, 7.7622, 6.6832, 0.4426
Si, 1.9259, 10.0437, 0.3754
Si, 5.8242, 10.096, 0.4177
Si, 9.6835, 10.0418, 0.3735
Si, 11.5481, -0.0513, 2.7018
Si, 3.8454, -0.0679, 2.8398
Si, 7.6625, -0.0944, 2.7647
Si, 1.9387, 3.2657, 2.7159
Si, 5.7525, 3.2746, 2.8119
Si, 9.6003, 3.3081, 2.741
Si, 11.5729, 6.6289, 2.7803
Si, 3.8742, 6.6093, 2.7423
Si, 7.7499, 6.638, 2.8095
Si, 1.9232, 9.9994, 2.7392
Si, 5.8321, 10.0487, 2.7883
Si, 9.6843, 9.9798, 2.7405
Si, 11.5579, 2.2026, 3.407
Si, 3.8174, 2.1329, 3.6541
Si, 7.6842, 2.1118, 3.5437
Si, 1.9082, 5.4871, 3.4692
Si, 5.8092, 5.5218, 3.5775
Si, 9.6657, 5.504, 3.6405
Si, 11.6138, 8.8691, 3.5617
Si, 3.8974, 8.8675, 3.4118
Si, 7.7527, 8.8817, 3.559
Si, 1.8563, 12.2302, 3.5428
Si, 5.7598, 12.2196, 3.7635
Si, 9.6205, 12.2047, 3.5047
Si, 11.4877, 2.1393, 5.7341
Si, 3.7473, 2.035, 6.0693
Si, 7.604, 1.9703, 5.9119
Si, 1.903, 5.415, 5.8091
Si, 5.8139, 5.471, 5.9485
Si, 9.6239, 5.4442, 6.0548
Si, 11.6418, 8.8057, 5.9439
Si, 3.9226, 8.7908, 5.7306
Si, 7.7859, 8.8145, 5.9317
Si, 1.7831, 12.1581, 5.9204
Si, 5.7205, 12.1147, 6.2662
Si, 9.584, 12.1205, 5.868
Si, 1.6579, 0.9834, 6.7124
Si, 5.6758, 0.9838, 7.0147
Si, 9.6307, 0.956, 6.5873
Si, 11.595, 4.3025, 6.683
Si, 3.8408, 4.32, 6.5683
Si, 7.6932, 4.1696, 6.6353
Si, 2.0349, 7.6417, 6.5104
Si, 5.8379, 7.7405, 6.7004
Si, 9.7295, 7.7125, 6.7511
Si, 11.4508, 11.01, 6.7849
Si, 3.6547, 10.9305, 6.6569
Si, 7.7622, 10.9787, 6.8768
O, 9.9085, 7.8948, 8.4225
O, 9.9126, 0.9086, 8.2585
O, 1.0522, 0.9816, 8.3224
O, 3.0753, 10.5339, 8.1693
O, 5.8245, 7.8901, 8.3696
O, 5.6062, 1.1956, 8.7021
O, 3.7597, 4.3271, 8.2227
O, 7.636, 3.7019, 8.2585
O, 0.1265, 4.2125, 8.4554
O, 11.1433, 11.0076, 8.4419
O, 8.1235, 10.7768, 8.5189
O, 2.4104, 7.4911, 8.1122
O, 11.4267, 0.2089, 21.222
O, 9.7614, 3.6422, 21.3555
O, 4.1356, 7.5464, 21.5988
O, 6.0007, 4.1848, 21.3747
O, 5.7505, 9.7477, 21.6725
O, 2.1455, 3.3853, 21.193
O, 7.3477, 13.4438, 21.494
O, 4.02, 0.1533, 21.3546
O, 7.7471, 6.9661, 21.5868
O, 2.1284, 10.1652, 21.599
O, 11.5472, 6.9722, 21.3978
O, 10.1549, 9.6435, 21.6369
Si, 11.5911, 6.4328, 11.2725
Si, 1.5643, 10.3639, 16.2501
P, 0.27, 3.6698, 9.8918
Si, 8.083, 12.8588, 20.172
Si, 2.8326, 10.4655, 9.7633
Si, 2.5741, 10.3904, 20.0565
Si, 10.3524, 3.704, 19.8361
Si, 0.245, 12.7955, 17.0994
Si, 10.8152, 0.7007, 19.7771
Si, 3.1524, 7.7517, 16.2277
Si, 0.3306, 6.4872, 19.8949
Si, 9.3864, 2.521, 14.2881
Si, 2.9127, 2.5163, 11.0574
Si, 5.1295, 11.983, 15.3466
Si, 4.9399, 8.6774, 20.722
Si, 3.5948, -0.3955, 11.2831
Si, 5.5773, 8.8867, 14.7876
Si, -0.1673, 11.348, 10.0157
Si, 9.4498, 10.015, 20.2168
Si, 3.4556, 0.0472, 19.8267
Si, 7.4689, 4.6806, 9.5383
Si, 2.3606, 12.3543, 14.1629
Si, 6.1746, 0.5989, 10.1368
Si, 2.7946, 2.9006, 19.7552
Si, 5.7185, 4.4392, 13.6466
Si, 7.4671, 0.213, 15.5922
Si, 9.6014, 11.3438, 15.2147
Si, 1.9947, 6.5513, 13.5573
Si, 2.8366, 3.5162, 14.0334
Si, 11.701, 9.1702, 18.4137
Si, 11.2557, 0.8761, 9.1706
Si, 9.1098, 7.2955, 9.7065
Si, 8.6739, 8.5569, 14.5707
Si, 4.7671, 7.1565, 12.3485
Si, 2.9696, 5.625, 18.7414
Si, 2.5465, 7.4012, 9.7061
Si, 6.2641, 8.415, 9.8487
Si, 4.3321, 4.7654, 9.657
Si, 9.3513, 10.509, 12.2891
Si, 5.944, 13.0325, 17.9577
Si, 7.9796, 4.9336, 18.3605
Si, 8.3035, 5.4082, 15.1975
Si, 7.3169, 11.0731, 9.9262
Si, 5.3862, 4.2057, 19.857
Si, 0.777, 1.4836, 15.0468
Si, 7.553, 7.5292, 20.0817
Si, 7.6578, 2.7836, 11.8564
O, 3.4428, 6.0706, 10.1075
O, 1.9505, 2.6424, 15.0916
O, -0.3466, 12.9971, 10.1876
O, 8.3577, 8.9028, 19.8165
O, 2.4195, 1.311, 19.5112
O, 8.1479, 5.303, 16.7963
O, 2.7359, 11.9803, 19.7017
O, 7.1518, 8.7599, 15.1116
O, 1.2771, 0.1859, 14.1731
O, 4.4148, 3.7782, 14.4238
O, 4.2001, 3.4159, 10.6147
O, 10.9576, 2.0888, 14.4801
O, 11.4114, 4.7458, 10.9207
O, 10.8397, 12.014, 16.0479
O, 8.9337, 6.9062, 14.7573
O, 1.7484, 3.3584, 10.1943
O, 8.4568, 5.9111, 9.1814
O, 11.1463, 2.2954, 19.5221
O, 5.3898, 7.5951, 10.9214
O, 11.415, 7.5931, 18.7836
O, 7.8686, 8.2287, 10.1768
O, 10.121, 7.0459, 10.9775
O, 9.2145, 4.1118, 14.7095
O, 8.8277, 11.4712, 20.5217
O, 10.5752, 10.5558, 11.1742
O, 8.354, 12.241, 15.7688
O, 4.4386, 2.8804, 19.7967
O, 4.6515, 0.2211, 18.7327
O, 10.4778, 10.094, 18.9611
O, 6.7832, 0.6996, 17.0131
O, 0.516, 6.6699, 12.8005
O, 1.0404, 7.0746, 10.244
O, 3.1272, 7.1683, 12.5447
O, 3.9539, 9.5595, 19.7734
O, 6.7854, 5.1948, 14.6128
O, 0.5614, 0.9096, 16.5536
O, 1.5487, 11.785, 17.1016
O, 5.3764, 8.3014, 13.2979
O, 2.9562, 12.3779, 12.6395
O, 6.4387, 3.1998, 12.8646
O, 2.7935, 9.3212, 16.579
O, 5.9952, 7.8888, 19.7638
O, 1.9518, 6.3946, 19.7529
O, 1.4511, 9.6871, 19.1383
O, 9.4725, 9.7112, 15.4685
O, 3.0569, 8.8894, 10.2261
O, 8.9993, 9.04, 13.003
O, 2.1328, 7.3197, 14.9903
O, 9.1384, 3.8703, 18.7705
O, 4.7225, 7.8966, 15.7804
O, 7.2511, 1.5897, 10.8383
O, 8.1163, 6.3641, 19.1139
O, 5.9118, 5.1389, 9.6491
O, 6.9921, -0.9256, 19.0493
O, 11.1001, 2.3328, 10.0915
O, 8.9921, 2.3846, 12.7011
O, 9.6968, 11.5148, 13.5583
O, 6.5672, 4.2024, 18.7369
O, 6.0434, 10.0323, 9.971
O, 1.3528, 10.8748, 10.2898
O, 5.1565, 10.4658, 14.7425
O, 1.685, 10.9064, 14.6639
O, 11.3625, 13.0717, 18.6247
O, 5.439, 11.8455, 16.9486
O, 8.0856, 10.9878, 11.3681
O, 11.309, 5.0078, 19.6236
O, 8.3656, 1.477, 15.0642
O, 2.4262, 4.0453, 18.5962
O, 3.7585, 11.6944, 10.3253
O, 9.1818, 0.5761, 19.7157
O, 2.7054, 2.6623, 12.644
O, 3.6454, 12.6301, 15.1313
O, 8.0253, 4.0736, 10.9304
O, 5.0785, 0.2971, 11.326
O, 4.4282, 5.4934, 19.4756
O, 6.2031, 13.0534, 14.6676
O, 3.0467, 6.5634, 17.3718
O, 2.7371, 0.9266, 10.7117
O, 0.2871, 9.4506, 16.7963
O, 5.2085, 5.606, 12.6214
O, 2.1422, 4.96, 13.8148
O, 6.8612, 12.6024, 9.727

Results
free energy: -166567.291 eV
free energy less fixed offsets of O -568.88, P -755.39, Si -635.61 eV per atom: 0.639 eV

Forces (eV/angstrom), in the order of the atoms: element, x, y, z
Si, -0.0009, -0.0012, -0.0125
Si, -0.0037, 0.0006, -0.0081
Si, -0.0028, 0.0011, -0.009
Si, 0.001, 0.0001, -0.0111
Si, -0.0055, 0.0104, -0.0124
Si, -0.0003, 0, -0.0099
Si, 0.0081, 0.0002, -0.0127
Si, -0.0039, -0.0039, -0.0119
Si, 0.0063, 0.0047, -0.0089
Si, -0.0003, -0.0065, -0.0119
Si, 0.0056, -0.0028, -0.0083
Si, -0.0021, -0.0062, -0.0128
Si, -0.0014, 0.0006, -0.0009
Si, 0.0009, -0.0039, -0.006
Si, 0.0037, -0.0027, -0.0027
Si, 0.0001, 0.0047, 0
Si, -0.001, 0.003, -0.0011
Si, -0.0033, 0.0021, -0.0008
Si, 0.0007, 0.0017, 0.0014
Si, -0.0015, 0.0049, 0.005
Si, -0.0043, 0.0035, 0.0054
Si, 0.0021, 0.0017, -0.0037
Si, -0.0006, -0.0038, -0.0033
Si, 0.0037, -0.0007, -0.0024
Si, -0.0001, -0.0018, 0.0012
Si, -0.0002, -0.0014, -0.0006
Si, -0.0018, -0.0004, 0.0014
Si, 0.004, -0.0004, -0.002
Si, 0.0012, 0.0014, -0.0012
Si, -0.0013, 0.0033, -0.003
Si, -0.0008, 0.0027, -0.0069
Si, 0.0037, -0.0022, -0.0001
Si, 0.0011, -0.0021, -0.005
Si, -0.0017, -0.0012, 0.0016
Si, -0.0009, -0.0028, -0.0013
Si, -0.0006, -0.0024, -0.0014
Si, 0.0007, 0.0015, 0.0025
Si, 0.0017, 0.0011, -0.0008
Si, 0.0009, 0.002, 0.0004
Si, 0.0007, 0.0049, 0.0033
Si, 0.0005, 0.0005, 0.0027
Si, 0.0016, 0.0019, 0.0032
Si, -0.0004, 0.0012, 0.0085
Si, -0.0003, 0.0033, 0.0152
Si, -0.0006, -0.0015, 0.0086
Si, 0.0023, -0.006, 0.0038
Si, -0.0005, 0.0002, 0.005
Si, 0.001, -0.0008, 0.0032
Si, -0.0015, -0.0038, 0.0071
Si, 0.0012, -0.0052, 0.0075
Si, 0.0012, 0, 0.0123
Si, -0.0028, 0.0006, 0.0081
Si, 0.0038, -0.0043, 0.0045
Si, -0.0006, -0.0008, 0.0027
Si, 0.0025, 0.0023, -0.0024
Si, 0.0004, -0.009, -0.0117
Si, 0.0001, -0.0023, -0.0048
Si, 0, 0.0071, -0.0007
Si, 0.0039, -0.0044, -0.0012
Si, -0.0014, -0.0037, 0.0034
Si, 0.0007, -0.0071, 0.0085
Si, -0.0028, 0.0103, -0.009
Si, 0.002, 0.0061, -0.0074
Si, -0.0017, 0.0002, 0
Si, 0.0002, -0.0019, -0.0092
Si, 0.0018, -0.0006, 0.0003
Si, -0.0003, 0.0026, -0.0008
Si, 0.0084, 0.0056, 0.0045
Si, -0.0012, 0.0035, 0.0037
Si, -0.0017, -0.0006, -0.0034
Si, -0.0004, 0.0034, -0.0087
Si, 0.005, 0.0003, -0.0024
Si, 0.0002, 0.02, -0.0151
Si, 0.0026, -0.0039, 0.0058
Si, 0.0005, -0.0056, 0.0007
Si, -0.0003, -0.0011, -0.0168
Si, 0.0022, -0.0019, 0.0028
Si, -0.0017, -0.0005, -0.0171
Si, 0.0008, 0.0025, -0.0153
Si, -0.0154, -0.0101, -0.0131
Si, 0.0102, -0.0091, -0.0044
Si, 0.0052, 0.0089, -0.0056
Si, 0.0004, -0.0005, -0.0024
Si, -0.0033, 0.0141, -0.005
Si, -0.0026, -0.0411, 0.0184
Si, 0.0013, -0.0044, -0.0103
Si, 0.0012, 0.0007, -0.0064
Si, 0.0224, 0.0205, 0.0182
Si, 0.0036, -0.001, 0.0099
Si, -0.0228, 0.0174, 0.0138
Si, 0.002, -0.0024, 0.0018
Si, -0.0028, 0.0015, 0.0035
Si, 0.0035, -0.0021, 0.0028
Si, -0.0047, -0.0007, 0.0007
Si, -0.0021, -0.0028, 0.0004
Si, 0.0054, -0.0084, 0.0022
Si, 0.007, 0.0568, 0.0055
Si, -0.0133, 0.0019, 0.0022
Si, 0.0118, 0.0009, -0.0033
Si, -0.0395, -0.0147, -0.0048
Si, -0.0009, -0.0138, 0.0018
Si, 0.0276, -0.0138, -0.0124
Si, 0.0041, 0.0151, 0.0003
Si, 0.0006, 0.006, -0.0043
Si, -0.0002, 0.0136, 0.0016
Si, 0.0133, 0.0118, 0.0035
Si, 0.007, 0.0021, 0.0005
Si, -0.0104, 0.0131, 0.0024
Si, -0.0214, -0.0139, 0.0354
Si, -0.0061, 0.0006, 0.0337
Si, 0.01, -0.0399, 0.0441
Si, 0.0186, -0.0562, -0.1346
Si, 0.0151, 0.0299, 0.0461
Si, -0.0193, 0.0051, 0.0153
Si, 0.0494, -0.0054, 0.0084
Si, -0.0115, -0.0133, 0.0164
Si, -0.0222, 0.0056, 0.0343
Si, -0.004, -0.0127, 0.0145
Si, -0.005, -0.0021, 0.0031
Si, -0.0001, -0.0035, 0.0204
O, 0.0084, 0.0005, -0.0249
O, 0.018, 0.0029, -0.0076
O, 0.0138, 0.0017, -0.0093
O, 0.0024, 0.0049, -0.0086
O, 0.0051, 0.0061, -0.0108
O, 0.0058, -0.0092, -0.0251
O, 0.0013, -0.0073, -0.0241
O, 0.0066, -0.0028, -0.0298
O, -0.01, 0.0219, 0.2905
O, 0.0055, -0.0028, -0.0153
O, -0.0018, 0.0042, -0.0201
O, -0.0181, 0.0067, -0.0017
O, 0.0005, -0.0001, 0.0136
O, -0.0024, 0.0007, 0.0195
O, -0.0021, 0.0032, 0.022
O, 0.0032, -0.0011, 0.0234
O, -0.0003, 0.0041, 0.0203
O, 0.0001, 0.0016, 0.0177
O, -0.0002, 0.0025, 0.0225
O, 0.0014, -0.0004, 0.0122
O, 0.0011, 0.0007, 0.0141
O, 0.0005, 0, 0.0218
O, -0.0011, -0.0005, 0.0117
O, -0.0001, 0.0039, 0.0166
Si, 0.0068, -0.0214, 0.0221
Si, -0.0103, -0.0041, 0.0474
P, 0.0599, 0.0775, -0.1441
Si, 0.0067, -0.0042, -0.0105
Si, 0.0027, 0.0011, 0.0062
Si, 0.0058, 0.0019, -0.0078
Si, 0.0049, 0.0019, -0.0117
Si, -0.0021, 0.006, 0.0452
Si, -0.0042, 0.0068, -0.0003
Si, 0.0004, -0.0061, 0.0601
Si, -0.0025, 0.0002, -0.0053
Si, -0.0036, -0.0147, 0.0568
Si, -0.054, 0.0169, 0.0614
Si, 0.0087, 0.0086, 0.0463
Si, 0.0052, 0.0008, -0.0199
Si, 0.0012, -0.0155, 0.0461
Si, -0.0093, 0.0064, 0.0486
Si, -0.0073, -0.0085, 0.0181
Si, -0.0024, 0, -0.0082
Si, -0.0043, -0.0051, -0.0025
Si, 0.0012, 0.0016, 0.0051
Si, -0.0025, -0.0131, 0.0765
Si, 0.0115, 0.0081, 0.0173
Si, 0.0024, -0.0019, -0.0069
Si, 0.0077, -0.009, 0.0616
Si, -0.0067, 0.0022, 0.0441
Si, 0.0028, 0.0062, 0.0574
Si, -0.0106, -0.0053, 0.0708
Si, 0.0041, -0.0064, 0.0466
Si, -0.009, -0.0063, 0.0307
Si, -0.0243, 0.0659, -0.0302
Si, -0.0014, -0.0049, 0.0017
Si, -0.0031, -0.0054, 0.0558
Si, 0.0089, 0.002, 0.0481
Si, -0.0016, -0.0071, 0.0239
Si, -0.0191, -0.0147, 0.0038
Si, -0.0032, -0.0142, 0.0063
Si, 0.0035, -0.0088, -0.0121
Si, -0.0064, 0.0036, 0.0549
Si, -0.0048, 0.005, 0.0321
Si, -0.002, -0.0031, 0.0317
Si, 0.0011, 0.0021, 0.064
Si, 0.0058, 0.0114, 0.013
Si, -0.0011, -0.0051, -0.012
Si, -0.0085, -0.0041, 0.0587
Si, -0.0044, 0.0049, -0.0103
Si, -0.002, -0.0046, 0.0639
O, 0.0037, 0.01, -0.0085
O, 0.0074, 0.0036, -0.0232
O, 0.0034, 0.018, -0.0146
O, 0.0024, -0.0004, 0.0048
O, -0.0017, 0.0012, 0.0036
O, 0.0008, 0.0047, -0.0417
O, 0, 0.003, 0.0044
O, 0.004, 0.0003, -0.0211
O, 0.0045, -0.0048, -0.0257
O, -0.0087, 0.0072, -0.0223
O, -0.017, 0.0029, -0.015
O, 0.001, -0.0021, -0.0109
O, 0.0098, -0.009, -0.0679
O, -0.0113, -0.0083, -0.0239
O, 0.0019, 0.006, -0.0219
O, 0.0415, 0.027, -0.0436
O, -0.008, 0.0067, 0.0018
O, 0.0004, -0.0017, 0.0039
O, -0.014, 0.0005, -0.0199
O, 0.0003, 0.0046, -0.0025
O, 0.0022, -0.0069, -0.0015
O, -0.006, -0.0021, -0.0143
O, 0.0028, 0.0004, -0.026
O, -0.0013, 0.0047, 0.0069
O, 0.0134, 0.0072, -0.026
O, 0.004, -0.0061, -0.0178
O, -0.0003, 0.0017, 0.0049
O, 0.0066, -0.0007, -0.0073
O, 0.0045, -0.0005, -0.0029
O, 0.0064, -0.0001, -0.0203
O, -0.0026, -0.0123, -0.06
O, 0.0035, -0.0092, 0.0135
O, -0.0022, 0.0034, -0.0227
O, -0.0031, 0.0008, 0.0039
O, -0.0138, -0.0049, -0.0291
O, 0.0032, 0.0083, -0.0259
O, 0.0024, -0.0045, -0.0146
O, -0.0099, -0.0151, -0.0355
O, 0.0064, 0.0079, -0.0449
O, 0.001, -0.0033, -0.0293
O, 0.0042, -0.0034, -0.015
O, -0.0007, -0.0014, 0.0078
O, 0.0045, -0.0016, -0.0005
O, -0.0013, 0, -0.0036
O, -0.0014, -0.0056, -0.0228
O, 0.0015, 0.0047, -0.0083
O, 0.0034, 0.0086, -0.0284
O, -0.0107, -0.016, -0.0559
O, -0.0022, 0.0009, -0.0037
O, 0.0072, 0.0073, -0.0186
O, -0.0172, -0.0084, -0.0199
O, 0.0008, -0.0051, -0.0025
O, -0.004, -0.0004, 0.0047
O, -0.0041, 0.0014, -0.0055
O, -0.0412, -0.1329, -0.036
O, -0.0089, 0.0026, -0.0263
O, -0.0007, -0.0029, -0.0387
O, 0.0021, 0.0024, -0.0027
O, -0.0021, -0.0008, -0.0028
O, 0.0056, -0.0003, -0.0092
O, 0.0028, -0.0107, -0.0186
O, 0.0032, 0.0106, -0.0342
O, 0.0046, -0.0066, -0.0167
O, -0.0051, -0.0087, -0.0254
O, -0.0026, -0.0007, -0.0189
O, -0.0013, -0.0022, 0.0032
O, 0.0116, 0.0153, -0.02
O, -0.0009, 0.0046, -0.0035
O, -0.0064, 0.0017, -0.0057
O, -0.0019, -0.0004, 0.0062
O, 0.012, 0.0055, -0.0531
O, -0.0112, 0.0043, -0.0253
O, -0.0056, 0.0051, -0.0198
O, -0.0075, -0.0011, -0.0162
O, -0.0042, -0.0005, -0.0011
O, -0.0017, -0.0001, -0.0213
O, 0.0026, 0.0205, -0.0308
O, 0.007, 0.0061, -0.0116
O, 0.0085, 0.0063, -0.0295
O, -0.0023, 0.0149, -0.0169
O, 0.0072, 0.0047, -0.0177
O, -0.0036, -0.0058, -0.0029

The program warned: the cutoff lies below the one the program advises for these potential files; the forces do not sum to zero within the program's tolerance; the exchange-correlation potential is rough where the density is thin.
